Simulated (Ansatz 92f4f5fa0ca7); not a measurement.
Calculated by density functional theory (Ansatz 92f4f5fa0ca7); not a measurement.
Periodic cell of 422 atoms, Si266O156, from a study of silicon, its oxide and their interface. The atomic structure is a simulated model.
Doubt: the cutoff is far below the 930 eV that the study's wrapper takes by default for these files, so forces and energies are approximate.
This geometry differs little from another in the collection (a relaxation step or a small displacement).

Settings: functional PBE; potential files Ansatz PAW; basis plane waves; wave-function cutoff 580 eV; density cutoff ratio 5; exchange-correlation grid ratio 1; k mesh 1 x 1 x 1, Gamma-centred; self-consistency stop 5e-08 eV per atom in the density residual; occupations fixed; spin none; net charge 0.

Cell vectors (angstrom)
a	15.4687	0	0
b	0	12.8259	0
c	0	0	36.8288

Atoms and the computed forces on them: element, x, y, z (angstrom), force x, y, z (eV/angstrom)
Si	0.0482	1.1185	34.1875	0.014	-0.0349	0.0051
Si	3.9684	1.1792	34.137	-0.0197	0.0081	-0.0209
Si	7.7863	1.1823	34.1863	0.0012	-0.0622	-0.0566
Si	11.6431	1.1621	34.1818	0.0249	0.0292	0.0005
Si	1.8985	7.5745	34.1153	0.0122	0.0125	-0.0112
Si	5.7833	7.5894	34.1383	-0.0076	0.0017	-0.0089
Si	9.6267	7.5762	34.1512	0.0247	-0.0306	0.0114
Si	13.4993	7.5686	34.1048	0.0152	0.031	-0.0471
Si	1.9336	5.247	34.5619	0.4668	-0.0655	-0.1248
Si	5.8008	5.247	34.5619	-0.5887	0.0844	-0.5878
Si	9.6679	5.247	34.5619	-0.0663	0.2911	-0.0793
Si	13.5351	5.247	34.5619	-0.0471	-0.066	0.4064
Si	0	11.6599	34.5619	0.0827	-0.6581	-0.2284
Si	3.8672	11.6599	34.5619	-0.1912	0.3577	0.2814
Si	7.7343	11.6599	34.5619	-0.0611	0.1184	0.4551
Si	11.6015	11.6599	34.5619	-0.0338	-0.2878	-0.0639
Si	0	4.664	35.7986	-0.0883	-0.0126	-0.0561
Si	3.8672	4.664	35.7986	0.006	0.0619	0.1351
Si	7.7343	4.664	35.7986	0.0933	-0.1663	-0.221
Si	11.6015	4.664	35.7986	0.0237	-0.0369	-0.0007
Si	1.9336	11.0769	35.7986	-0.0167	0.0374	0.0265
Si	5.8008	11.0769	35.7986	0.0179	-0.0773	-0.0251
Si	9.6679	11.0769	35.7986	-0.0544	-0.0563	0.017
Si	13.5351	11.0769	35.7986	0.0079	-0.0202	-0.064
Si	0	2.332	36.2109	0.0284	-0.0551	0.0968
Si	3.8672	2.332	36.2109	0.1095	0.0218	-0.0858
Si	7.7343	2.332	36.2109	0.0209	0.0493	0.3299
Si	11.6015	2.332	36.2109	0.2582	-0.0011	0.2568
Si	1.9336	8.745	36.2109	-0.0341	-0.0738	-0.1691
Si	5.8008	8.745	36.2109	0.0546	0.043	-0.0279
Si	9.6679	8.745	36.2109	-0.0871	0.0553	-0.0493
Si	13.5351	8.745	36.2109	-0.1094	-0.1179	-0.24
Si	1.9336	1.749	0.6188	-0.0554	0.0008	-0.0391
Si	5.8008	1.749	0.6188	-0.0482	0.0605	0.0252
Si	9.6679	1.749	0.6188	-0.0473	0.0262	0.0175
Si	13.5351	1.749	0.6188	-0.0402	0.0622	0.0448
Si	0	8.162	0.6188	0.0421	-0.0235	-0.0676
Si	3.8672	8.162	0.6188	-0.0045	-0.0743	-0.0273
Si	7.7343	8.162	0.6188	0.1185	0.0206	-0.0243
Si	11.6015	8.162	0.6188	0.0119	0.0015	-0.0681
Si	0	5.83	1.031	0.0793	0.0234	0.0534
Si	3.8672	5.83	1.031	0.0082	0.0133	0.036
Si	7.7343	5.83	1.031	-0.062	0.0731	0.0357
Si	11.6015	5.83	1.031	-0.0335	0.0443	0.0682
Si	1.9336	12.2429	1.031	-0.0355	-0.0109	0.035
Si	5.8008	12.2429	1.031	-0.0443	0.0288	0.0062
Si	9.6679	12.2429	1.031	0.0569	0.0714	0.0512
Si	13.5351	12.2429	1.031	0.0273	-0.0111	0.0273
Si	1.9336	5.247	2.2678	-0.0265	0.0395	0.1578
Si	5.8008	5.247	2.2678	-0.0109	-0.0525	0.1294
Si	9.6679	5.247	2.2678	-0.0528	-0.0508	0.0589
Si	13.5351	5.247	2.2678	0.0184	-0.0129	0.1259
Si	0	11.6599	2.2678	-0.019	0.0929	0.2013
Si	3.8672	11.6599	2.2678	-0.0789	0.0671	0.1568
Si	7.7343	11.6599	2.2678	-0.2133	0.0605	0.1996
Si	11.6015	11.6599	2.2678	0.0328	-0.0293	-0.1013
Si	1.9336	2.915	2.68	0.054	-0.0366	-0.0123
Si	5.8008	2.915	2.68	0.0331	-0.1384	-0.1075
Si	9.6679	2.915	2.68	0.0395	0.01	0.0369
Si	13.5351	2.915	2.68	0.0479	0.0572	0.0499
Si	0	9.328	2.68	-0.0315	0.0116	0.0927
Si	3.8672	9.328	2.68	0.0072	0.0899	0.0371
Si	7.7343	9.328	2.68	-0.1131	-0.0195	0.0042
Si	11.6015	9.328	2.68	-0.0128	-0.078	-0.0305
Si	0.9753	-3.6104	23.8901	-0.0443	-0.0003	0.0175
Si	4.7478	1.7674	27.8443	-0.0785	0.0518	0.2632
Si	9.2868	5.4734	30.4442	-0.0417	-0.0034	-0.0272
Si	6.8526	4.4815	24.0709	0.0193	-0.0231	-0.0715
Si	-2.8488	2.6079	17.6808	-0.2239	-0.1043	0.0869
Si	5.7575	5.7997	30.5193	0.0816	0.0175	-0.0231
Si	7.1179	12.5903	26.7466	0.127	0.0147	0.195
Si	8.918	0.9316	24.77	0.0738	-0.0437	0.0044
Si	2.2132	2.5557	22.373	0.0113	-0.0122	0.1231
Si	12.5572	2.0562	24.0754	0.1027	-0.0498	0.013
Si	2.1403	5.535	22.8257	0.0067	0.0148	0.009
Si	15.6088	3.2597	27.3088	-0.065	-0.111	-0.0143
Si	7.3725	8.8702	29.1974	-0.0092	-0.064	-0.1152
Si	6.0754	13.5309	30.8715	0.1112	0.0231	0.0929
Si	11.5734	4.8264	25.2738	0.0453	-0.0872	0.0476
Si	11.6091	12.4475	25.644	-0.0246	0.1756	0.1804
Si	-4.2914	-0.3106	27.9287	-0.0084	0.068	-0.0133
Si	4.0365	1.4827	30.0609	-0.053	-0.0811	0.0617
Si	0.2397	4.3776	18.9124	0.0645	0.0675	-0.017
Si	11.7814	1.1622	29.6604	-0.0131	-0.0224	-0.0408
Si	1.877	10.9772	31.0609	-0.0178	-0.02	-0.0336
Si	1.7168	9.6705	28.9384	0.0089	0.0626	-0.0036
Si	11.6486	9.4638	25.294	-0.0522	0.1182	0.0653
Si	13.3208	7.0223	29.5024	0.0556	0.0018	-0.0241
Si	-1.76	0.501	30.7673	0.0582	0.0326	0.0044
Si	11.4531	3.4782	29.2287	-0.0704	-0.0073	0.0606
Si	8.1598	1.4719	29.7224	-0.0414	0.0625	-0.0361
Si	16.9934	1.5771	19.5095	0.1045	-0.0568	0.109
Si	1.8599	7.3424	29.5197	-0.0263	0.0173	0.0026
Si	7.6686	7.11	30.6914	-0.0623	0.0416	0.0019
Si	9.0968	10.4633	29.2986	-0.0658	0.0524	-0.0234
Si	13.5088	10.9194	31.1343	0.0132	-0.0349	0.0046
Si	8.9378	4.4129	21.7107	-0.0119	0.0139	-0.0161
Si	2.0579	5.8362	27.5941	0.1672	0.0688	0.0671
Si	9.8914	0.7168	31.0682	0.0369	0.0299	0.0061
Si	20.6974	-3.2789	29.8609	-0.0082	-0.1314	-0.1126
Si	-0.0944	6.7329	30.788	0.0039	0.0451	0.0329
Si	3.8939	10.1554	28.0003	0.0432	-0.0311	0.0228
Si	11.7847	4.3756	31.4373	0.0741	-0.0258	0.0186
Si	11.4645	6.6086	30.919	-0.0334	-0.0821	-0.0159
Si	0.0399	4.4451	31.4432	-0.0091	-0.1379	-0.0411
Si	4.551	4.6284	28.841	0.0619	-0.017	0.0288
Si	9.0627	3.6621	28.7616	0.0383	-0.0759	0.0397
Si	12.949	4.9993	28.0023	-0.1227	0.0628	-0.0222
Si	4.0474	7.53	30.6751	-0.0627	-0.0147	-0.0504
Si	5.7771	11.1922	31.4165	-0.0252	0.0388	-0.0002
Si	11.1385	10.151	28.1947	-0.1516	-0.155	-0.1253
Si	15.6161	14.4932	29.8242	0.0873	-0.0858	-0.0363
Si	1.993	3.96	32.5413	-0.0241	-0.071	-0.0476
Si	5.5653	4.1898	32.3493	0.0583	-0.0216	-0.0794
Si	9.7274	4.1581	32.4718	0.0492	-0.0166	0.0075
Si	13.647	3.8861	32.6755	0.0067	-0.0528	-0.0542
Si	-0.0168	10.4372	32.4258	-0.0183	-0.0399	-0.0135
Si	3.7786	10.5723	32.5099	-0.0194	0.0416	0.0365
Si	7.7116	10.4933	32.5598	0.0066	0.0402	-0.0281
Si	11.6043	10.4404	32.4881	-0.0052	0.0293	-0.004
Si	1.9816	1.6293	32.9481	0.0067	-0.0075	-0.0544
Si	5.9482	1.8534	32.8995	0.0398	0.0036	-0.022
Si	9.7143	1.8655	33.0402	0.0197	0.0449	0.0161
Si	13.6022	1.5658	32.9294	0.0703	-0.015	0.0178
Si	-0.0396	8.0751	32.8176	-0.0035	-0.0264	-0.0025
Si	3.842	8.229	32.9258	-0.0163	-0.002	0.0034
Si	7.7109	8.14	32.8612	0.0076	0.0346	0.0505
Si	11.5266	8.0711	32.8473	0.0232	-0.0221	-0.0263
Si	0	2.332	3.9167	-0.0629	0.2192	0.223
Si	3.8672	2.332	3.9167	-0.0882	0.0216	-0.2539
Si	7.7343	2.332	3.9167	-0.231	0.1087	-0.1099
Si	11.6015	2.332	3.9167	0.0941	0.1565	-0.0591
Si	1.9336	8.745	3.9167	0.0593	0.1745	0.334
Si	5.8008	8.745	3.9167	0.1681	-0.4345	-0.9682
Si	9.6679	8.745	3.9167	0.3034	0.0073	0.1916
Si	13.5351	8.745	3.9167	-0.1494	-0.0997	-0.088
Si	1.9394	6.4152	4.3522	0.0169	-0.0282	0.0338
Si	5.7784	6.4292	4.3354	-0.0055	0.0082	0.0541
Si	9.6325	6.417	4.3381	0.0007	-0.0072	0.0449
Si	13.5314	6.4075	4.3596	0.0051	-0.0171	0.039
Si	-0.036	12.8381	4.3577	-0.031	0.0239	0.0345
Si	3.822	12.8333	4.3533	-0.0182	-0.0396	0.0092
Si	7.7016	12.8246	4.3759	-0.0475	0.0388	0.0825
Si	11.6175	12.8425	4.3071	0.0117	0.001	0.0359
Si	0.011	5.8771	5.6371	-0.0054	-0.0084	-0.0259
Si	3.8744	5.8924	5.6458	0.0249	-0.0268	0.0519
Si	7.6861	5.9417	5.6373	-0.0535	0.0517	0.0243
Si	11.5599	5.8158	5.5735	-0.0205	-0.0358	0.0137
Si	1.8784	12.3096	5.6277	-0.0087	-0.0385	-0.0541
Si	5.721	12.2592	5.6422	-0.0734	-0.0597	-0.0446
Si	9.7006	12.231	5.5045	-0.0148	-0.0043	0.0255
Si	13.4972	12.2331	5.6026	0.0223	-0.0263	0.0115
Si	-0.0041	3.5352	6.0076	0.0223	-0.0223	-0.0039
Si	3.8373	3.4679	5.9675	0.0699	-0.0318	0.0495
Si	7.6057	3.5629	5.934	-0.0044	-0.0153	0.042
Si	11.5385	3.4714	5.9925	0.0081	-0.0279	-0.0102
Si	1.9561	9.9985	5.998	-0.0258	0.0501	-0.0733
Si	5.9047	9.9313	5.8258	-0.0209	-0.0798	-0.035
Si	9.8225	9.9284	5.998	0.0458	-0.0129	-0.0174
Si	13.5482	9.8804	5.974	0.0133	0.0591	-0.0237
Si	1.9301	2.9091	7.2445	-0.0247	0.0153	0.0359
Si	5.1949	-1.0883	7.9746	-0.0674	-0.006	-0.0037
Si	11.301	0.675	8.8783	0.034	-0.0046	0.0497
Si	10.1348	1.6311	22.0654	0.0783	0.0233	0.0466
Si	-0.0175	9.3717	7.2472	0.0374	-0.0171	-0.0073
Si	4.0127	9.6896	7.1643	0.0707	0.2468	0.0959
Si	7.7964	7.2628	7.6786	0.0049	-0.0139	-0.023
Si	14.8957	10.6077	9.2377	0.1292	-0.0516	0.0475
Si	-1.9565	2.9559	7.225	0.0028	-0.0319	-0.0122
Si	2.0529	6.4719	8.8898	0.0719	0.0338	0.0642
Si	5.7834	4.7923	10.6828	-0.1749	0.0193	-0.1603
Si	15.2723	12.9793	8.977	-0.0099	0.0547	0.1326
Si	-1.1078	7.5307	13.526	0.021	-0.0459	0.0964
Si	12.7007	18.0478	14.2835	-0.0487	0.1293	-0.0388
Si	13.371	13.4706	7.6402	-0.0517	0.0086	-0.0119
Si	11.0339	11.8595	10.5283	0.2927	0.1071	0.087
Si	-2.6448	4.979	19.8161	-0.0787	0.0261	0.0381
Si	3.2086	12.2806	11.3489	0.0364	0.0332	-0.1338
Si	2.9111	6.8891	11.0644	-0.0704	0.0409	-0.189
Si	11.6124	6.9522	7.6546	-0.0329	0.0039	-0.013
Si	-2.1676	16.7459	9.4097	0.101	-0.0797	0.0809
Si	7.8324	16.4186	10.5501	-0.0519	0.0174	0.083
Si	3.5593	16.1509	13.4511	0.0661	-0.0896	-0.1154
Si	9.4776	15.6779	7.0643	-0.0084	-0.0073	-0.0263
Si	1.8144	0.6053	7.7512	0.0311	0.0242	-0.0969
Si	7.6167	-1.1934	8.45	0.0153	0.0135	0.0488
Si	11.7388	9.3028	7.3848	-0.0294	-0.0013	-0.0111
Si	11.2579	2.8202	9.9932	-0.0548	-0.0046	0.1351
Si	5.9308	8.1985	13.1079	-0.1601	0.0425	0.0246
Si	0.6895	11.855	12.9535	0.0857	0.0227	0.0512
Si	10.3602	6.878	15.6596	0.0321	-0.0187	0.0676
Si	5.7647	6.9532	8.7592	-0.1203	0.0133	0.0589
Si	-3.026	-1.41	15.2961	0.0273	-0.1217	0.0877
Si	-0.6323	2.2033	11.4623	0.0038	-0.059	-0.1195
Si	8.3849	-0.8423	10.6498	-0.1291	-0.0825	-0.1016
Si	9.3329	0.4891	7.546	-0.0418	-0.0013	-0.0112
Si	1.4684	11.1697	15.6136	-0.0568	-0.0894	0.0041
Si	3.8248	7.385	7.5773	0.0488	-0.1109	0.0527
Si	9.7449	9.9464	14.9937	0.077	0.0097	0.1453
Si	13.2538	12.7925	12.6872	-0.1306	-0.0714	-0.0052
Si	-6.6818	-0.6629	16.9898	0.0014	0.0008	-0.011
Si	3.6907	0.254	9.1734	0.1012	0.0575	-0.0867
Si	3.9366	3.4437	10.9888	0.0766	-0.003	0.0005
Si	5.283	7.0861	11.0691	0.0223	-0.129	-0.274
Si	2.8036	4.2583	9.0021	0.102	-0.1581	0.0511
Si	1.7117	9.7809	11.3592	0.1366	-0.2249	-0.0099
Si	7.8794	9.5978	12.4778	-0.1089	-0.1413	0.0479
Si	13.4924	6.2474	8.9329	-0.0107	0.0932	0.0465
O	-10.3213	10.7874	24.0964	-0.0161	0.0281	0.0328
O	-6.8344	11.2143	20.9182	0.0211	0.0203	-0.0004
O	1.5443	-0.4038	26.6412	0.0527	0.0398	0.049
O	3.6224	11.8333	22.1945	0.0016	-0.0025	-0.0038
O	15.9651	20.2096	13.273	-0.0304	0.0312	0.0633
O	1.8043	12.7398	12.1165	-0.055	0.0256	0.0626
O	15.9663	15.6284	19.2509	-0.0325	-0.0144	-0.008
O	9.1654	10.7146	16.3186	-0.0149	-0.0183	-0.015
O	6.0057	19.7183	14.1581	-0.006	0.0125	0.0458
O	20.2353	9.2317	13.7374	0.0891	-0.0699	-0.0071
O	16.2263	4.9069	14.0576	-0.0247	-0.1581	0.0305
O	27.9283	4.9595	21.4246	0.0237	-0.0053	-0.0418
O	32.791	16.9402	22.1046	-0.0069	0.03	-0.0376
O	2.7709	1.5065	18.4363	-0.0225	0.0325	-0.0219
O	15.0879	8.5439	26.7726	0.0301	-0.0119	0.0193
O	0.7206	12.181	14.5535	0.0128	0.0228	-0.0606
O	-9.4263	2.1028	21.5759	-0.0004	-0.0177	-0.0338
O	10.9517	28.1378	11.6097	0.0322	-0.0572	-0.0807
O	16.8862	21.9667	22.2937	0.0093	-0.0194	-0.0119
O	-3.4727	12.1521	16.6789	0.0212	0.0186	0.0129
O	-0.04	17.2618	17.3092	-0.0034	-0.0176	0.0108
O	-15.5642	1.1269	10.3427	0.0057	-0.0499	-0.0982
O	-7.988	23.7966	11.6574	0.0675	0.1822	-0.0242
O	20.1432	9.227	26.8354	-0.0391	0.0297	-0.0205
O	29.0375	9.5481	19.8938	-0.0075	0.0036	0.0468
O	8.8932	6.3201	12.1521	-0.0478	-0.0256	0.0547
O	-3.5093	-0.6002	11.8833	-0.0615	-0.0151	-0.0248
O	9.0838	-6.9543	15.7132	-0.0318	-0.0252	-0.0092
O	20.6328	3.3718	27.9187	0.0501	0.027	-0.0456
O	17.7721	33.9669	11.5469	0.0269	0.2064	0.0688
O	39.9031	-24.3751	23.1711	-0.0622	-0.0013	0.0637
O	19.3722	-1.1053	27.4443	-0.0196	-0.0475	-0.0139
O	5.3296	14.1718	19.1571	-0.052	0.0076	-0.0207
O	6.8087	-3.7977	25.1166	-0.0327	0.0242	0.0107
O	29.6909	7.9452	15.1037	-0.013	-0.0317	-0.0676
O	8.5351	17.2998	17.874	-0.0193	-0.0148	-0.0451
O	18.9934	1.4319	26.7872	-0.0322	0.0048	-0.184
O	-8.268	9.1215	20.1214	0.0026	0.0011	-0.0072
O	10.2257	0.4777	20.9077	-0.0003	-0.0045	-0.0125
O	16.5968	10.7051	24.5584	-0.0116	-0.008	0.0289
Si	9.0067	-0.2572	20.091	-0.0595	-0.0204	-0.0038
Si	20.736	13.5561	13.3466	0.0921	-0.086	-0.1748
Si	19.5481	0.5238	18.491	0.0758	-0.0523	0.0505
Si	1.2718	7.8725	21.2317	0.0221	0.0136	0.0965
Si	6.3037	9.454	26.5957	0.0875	-0.083	0.1166
Si	7.8345	22.429	7.163	0.0687	0.0035	0.0362
Si	5.7529	15.6725	7.2558	0.0176	-0.1266	-0.0752
Si	1.0363	-9.5395	13.9948	0.0283	0.1068	0.0822
Si	4.363	-0.7069	23.6413	0.0189	-0.0166	-0.0777
Si	5.0692	4.7211	8.3879	0.0662	0.1787	0.1602
Si	12.7502	12.3793	18.1114	-0.038	-0.0208	-0.0549
Si	15.921	11.7979	25.6051	0.0125	0.0209	-0.0874
Si	12.4349	10.0743	9.6275	0.034	-0.0653	-0.091
Si	11.5244	5.9337	22.359	-0.0684	0.0014	-0.0067
Si	3.2565	7.1959	16.2879	-0.0136	0.0202	0.0701
Si	5.2313	14.7545	9.5034	-0.1133	0.0785	-0.0968
Si	10.8952	15.8967	13.1217	-0.0808	0.0583	-0.0682
Si	-0.012	6.9945	7.7684	0.0605	0.0017	0.0208
Si	18.5836	-0.107	26.4132	-0.0798	-0.0603	-0.0167
Si	12.0201	9.9771	19.9104	0.0093	-0.0472	0.0134
Si	21.4982	18.0674	14.3845	0.0581	-0.0464	-0.0886
Si	4.4289	24.2939	20.8049	0.0216	-0.0063	0.0581
Si	3.6942	16.5315	30.9166	-0.1054	0.0048	0.0422
Si	14.4506	16.3864	16.3051	0.1301	0.0822	-0.0341
Si	8.2939	-8.2824	16.2565	0.1469	0.0167	0.0689
Si	31.3291	-1.0182	18.386	0.0441	-0.0803	-0.0679
Si	1.5871	6.2395	13.6745	0.0207	0.1903	-0.1608
Si	13.2058	-3.3645	29.1617	0.0186	-0.0006	0.0101
Si	-0.5317	21.9668	19.1571	-0.0202	-0.0057	-0.1175
Si	10.8947	7.2651	18.7017	-0.0639	0.0143	-0.0474
Si	9.6518	7.3811	11.1583	0.0983	-0.1588	-0.1153
Si	17.4823	0.5413	30.805	0.0356	0.0379	-0.009
Si	8.4601	4.7529	12.4185	0.0334	-0.094	-0.1866
Si	21.4667	-3.3713	23.7796	-0.0137	-0.0235	-0.0784
Si	9.6503	-1.6108	31.4331	0.0691	0.0376	-0.0289
Si	-2.8	8.2349	11.1651	0.0698	-0.0162	-0.0052
Si	20.7459	14.906	23.0208	-0.0591	0.0107	-0.0429
Si	2.6153	6.4022	19.0901	0.0996	0.0799	-0.0876
Si	10.0683	14.842	15.7548	-0.062	-0.0215	0.0287
Si	7.1331	14.1643	10.9152	-0.1441	0.1238	0.232
Si	-5.9547	-8.7407	9.0473	-0.0504	0.0557	-0.0598
Si	9.659	6.473	8.9241	-0.001	0.0489	0.0177
Si	-9.828	8.6223	20.2343	0.0093	0.0421	-0.0063
Si	20.7161	6.6115	18.2437	0	0.0033	-0.0236
Si	-0.4075	9.8852	27.7437	-0.0373	0.0705	-0.0459
Si	21.2323	12.1957	16.1487	0.021	-0.0428	0.0661
Si	-0.816	-3.6398	16.0547	0.0273	0.0107	0.0573
Si	10.8316	8.8952	22.3446	-0.0379	-0.0092	-0.0275
Si	4.2092	22.708	15.1452	-0.0487	-0.0217	0.1288
Si	1.2935	6.5965	25.4203	0.0509	0.0775	-0.0412
Si	6.2612	13.7813	20.4357	-0.0007	-0.0149	0.0494
Si	8.8007	16.6681	26.2559	0.0829	-0.0854	0.2091
Si	15.4287	1.7969	24.4546	-0.0815	-0.0376	-0.0881
Si	8.8352	25.4167	28.2564	0.0088	-0.0424	0.0068
Si	20.5541	6.8152	22.7022	-0.0066	0.0621	0.0552
Si	14.3766	20.8637	25.3786	0.0974	0.0233	-0.0574
Si	23.6742	5.5954	19.0076	0.0153	-0.012	-0.0133
Si	23.5455	9.7515	21.3511	-0.0083	-0.0113	0.0093
O	21.5006	39.3597	27.3124	-0.0109	0.0095	-0.1206
O	5.858	12.2633	20.9204	-0.0025	0.0172	-0.0204
O	3.6678	18.8662	22.5625	0.0101	0.0028	-0.0389
O	24.5243	15.1283	25.6775	-0.0499	0.0741	0.0068
O	9.9697	5.616	22.0321	0.0447	0.0049	0.0247
O	-11.7686	-13.6072	19.4526	0.0007	0.0352	-0.0396
O	17.7611	-5.7987	17.6013	-0.0093	-0.0197	0.017
O	8.7327	-15.4853	13.7483	0.0165	0.0765	-0.0207
O	-10.0194	-15.0441	15.9173	0.032	0.0391	-0.0191
O	15.968	2.6324	12.5675	-0.03	-0.0417	0.0138
O	12.0577	-9.52	24.9807	-0.0315	0.0528	-0.0037
O	22.9077	4.5343	25.6087	-0.0211	-0.0228	-0.0322
O	8.804	8.7721	11.3766	0.0305	0.0391	0.0359
O	2.5536	6.6438	14.9326	0.0058	-0.0244	-0.0175
O	9.4533	26.2218	16.1621	0.0236	0.0251	-0.0153
O	-1.8463	10.3769	15.6792	-0.0294	0.0503	-0.0223
O	14.6529	-0.822	12.3504	0.007	-0.0448	-0.035
O	4.1303	18.587	19.105	-0.0101	0.0032	-0.028
O	1.3486	-8.5028	27.6329	0.0626	0.0458	-0.0086
O	11.9671	24.2863	19.2187	0.0169	0.0293	-0.0067
O	-0.8747	21.5052	17.6153	0.0109	-0.0093	0.03
O	-1.1699	-0.9248	17.9352	0.0033	0.0562	0.0079
O	4.4626	-0.34	12.3868	0.0437	0.0871	0.1383
O	21.0887	-5.5289	21.2225	-0.0087	-0.0154	0.0184
O	37.6653	4.7595	15.8038	-0.1149	0.0401	-0.078
O	17.9503	5.8906	12.3346	0.0163	0.0742	0.1045
O	-0.202	0.2054	24.7885	0.0396	-0.041	0.0054
O	15.6099	-10.0687	25.7577	0.0508	0.0832	0.0794
O	8.0171	-7.9616	20.4465	-0.0065	0.0136	-0.002
O	13.5053	17.5234	15.5895	0.0392	-0.0789	0.0394
O	34.6642	15.3131	22.8992	0.018	0.0114	-0.007
O	14.4044	3.5395	10.6237	-0.0535	0.0113	-0.0688
O	12.7776	21.1085	25.4436	-0.0124	-0.0288	-0.0288
O	1.1041	23.1119	12.7855	-0.0295	-0.0365	-0.0156
O	-14.0757	11.8841	17.086	-0.0084	0.0317	0.0272
O	-15.4579	-9.5639	30.2541	-0.0357	0.0773	0.0644
O	17.2485	-17.5724	24.7975	0.0009	-0.0275	0.0058
O	-10.3232	8.1769	18.744	0.0173	-0.0177	0
O	19.0465	8.761	16.1132	0.0124	0.0194	-0.0353
O	-9.5686	3.1634	24.0459	0.0043	-0.0388	0.0243
O	11.5462	-2.7365	21.4744	0.0193	-0.0006	0.0182
O	-3.2411	10.9979	25.1648	0.0319	-0.0634	-0.0619
O	4.2398	14.7051	13.8663	-0.0007	0.0125	0.1087
O	13.5693	27.1716	12.2745	0.0074	0.072	0.0082
O	4.6832	-2.9658	20.7318	-0.0168	0.0181	-0.0173
O	-3.1413	-9.1179	18.8977	0.049	-0.048	-0.0488
O	31.4539	-15.8047	10.2637	-0.1534	0.0639	-0.0496
O	7.0664	4.6788	13.2574	-0.0021	0.0477	0.1342
O	25.4692	-8.0241	25.6867	-0.0101	0.0282	-0.0351
O	-1.9619	-18.6064	10.3999	-0.037	0.0585	-0.043
O	14.1043	2.2706	23.6089	-0.0095	0.0118	0.0039
O	15.0818	6.5447	25.301	-0.0099	-0.0065	-0.0387
O	2.5672	7.5625	20.2631	-0.0317	-0.0076	-0.0045
O	12.3569	5.4908	26.5406	0.0129	0.0304	0.0249
O	-12.4443	-14.9622	10.9804	-0.1344	-0.0406	0.0088
O	10.1231	12.6755	24.99	-0.0792	0.0624	-0.1134
O	1.548	-7.6027	19.3514	-0.0555	-0.0755	0.0124
O	-4.2671	7.6377	11.6563	0.0403	0.0865	-0.0053
O	-5.615	21.1581	15.143	-0.0165	-0.0162	-0.0409
O	16.1645	-15.9264	15.7318	0.0146	0.0405	-0.0085
O	4.5444	-12.7727	17.0056	0.0002	0.027	-0.0266
O	24.8616	19.5511	19.1083	0.025	0.0079	0.0136
O	9.7479	15.873	21.3587	-0.0012	-0.0012	-0.0165
O	22.6876	-4.3229	27.5662	-0.0295	0.0548	0.0293
O	3.3191	-0.3683	24.8233	-0.0086	0.0165	0.0773
O	9.3162	12.1891	18.5351	0.0172	0.0014	0.0184
O	20.4167	-17.4146	23.4913	-0.0125	-0.0299	-0.0555
O	7.1591	-0.4914	16.9747	-0.047	0.0086	-0.0259
O	15.4747	15.5923	15.2368	-0.065	0.0701	-0.029
O	6.0956	18.6612	23.5478	0.0139	-0.0053	-0.001
O	17.3609	-7.4057	24.4364	-0.0288	-0.0045	-0.0211
O	2.118	27.3451	21.0113	-0.0193	-0.0143	-0.1182
O	28.0549	13.6119	25.0888	0.018	-0.0029	-0.0727
O	23.5376	-8.644	23.0454	-0.0101	0.0095	0.0129
O	-1.232	-21.5915	27.6542	0.0292	0.0176	0.0017
O	24.3232	15.9339	15.7414	-0.0265	0.0261	-0.0004
O	11.8486	5.7037	23.9373	0.015	0.038	-0.0413
O	12.951	-0.2517	14.2733	0.0329	0.0775	-0.0494
O	26.2357	-3.6385	23.95	0.0122	-0.0321	-0.0137
O	-0.622	-16.7934	24.031	-0.0348	-0.0554	0.07
O	1.2519	14.7609	23.5033	0.025	-0.0063	-0.007
O	3.7013	18.3556	27.7346	-0.1657	0.0344	0.0042
O	42.5293	14.6106	22.7939	-0.0506	0.015	-0.0576
O	15.5294	7.9991	20.1507	-0.0103	-0.0193	-0.0013
O	12.1006	44.8262	19.2972	0.0533	-0.0397	-0.0028
O	13.6576	18.9104	13.3012	0.0172	-0.0764	0.0189
O	20.0339	4.5178	14.1278	-0.073	-0.0629	0.0818
O	31.1657	14.6884	28.1766	0.0031	0.0139	0.0737
O	16.167	-12.6427	19.4152	-0.0089	0.0388	0.0193
O	-3.2287	3.9218	13.4314	0.0622	-0.0191	-0.0031
O	11.695	20.3572	22.0637	0.0141	-0.0019	0.008
O	-16.4898	-7.8249	19.731	0.0445	-0.0123	-0.0153
O	-4.2077	15.3615	16.7458	0.0921	0.0208	0.0167
O	23.2925	0.8713	20.0493	-0.0017	0.024	-0.0017
O	-25.0454	12.8647	14.674	-0.0042	0.0004	-0.0063
O	26.2584	35.0852	26.6908	0.0811	0.0512	0.1524
O	25.1286	-8.7179	13.2891	0.0624	-0.003	0.0682
O	-4.0008	-6.6298	14.6985	0.0128	-0.0014	-0.0104
O	13.6031	8.5748	12.5058	-0.0768	0.0529	-0.1135
O	26.6703	-2.2358	14.6451	-0.0332	0.0089	-0.0502
O	-4.4211	19.9763	17.0977	0.0251	-0.0074	-0.0254
O	-0.6226	11.1233	26.6437	-0.0216	-0.0843	0.1101
O	12.747	13.9731	18.4478	0.0063	0.0407	0.0251
O	0.5617	10.3605	19.1252	0.0181	0.049	0.0216
O	4.7082	-6.3317	16.684	0.0145	0.0009	-0.0058
O	1.049	19.3986	22.1923	-0.0116	-0.027	-0.0381
O	-7.9293	0.1781	25.2077	-0.0996	0.0107	-0.0735
O	6.7754	6.1942	18.5144	-0.0123	-0.0016	-0.0096
O	-12.4852	23.799	15.0132	0.0516	0.0056	-0.052
O	6.548	-1.7673	26.8204	-0.0563	0.0497	-0.1394
O	-20.2753	14.7114	14.2245	0.0392	0.011	0.0014
O	7.06	9.8202	22.6182	0.0022	-0.0184	0.032
O	9.3011	-16.8832	21.785	0.0362	0.0033	0.0224
O	11.0975	-3.9941	19.1574	0.0053	0.0242	-0.0133
O	36.3187	13.3835	23.5685	0.0171	-0.0004	0.0226
O	6.5252	14.1486	12.4851	0.0123	-0.0185	-0.137

Results
free energy: -257811.837 eV
free energy less fixed offsets of O -568.88, Si -635.61 eV per atom: 5.703 eV

The program warned: the cutoff lies below the one the program advises for these potential files; the forces do not sum to zero within the program's tolerance; the exchange-correlation potential is rough where the density is thin.
